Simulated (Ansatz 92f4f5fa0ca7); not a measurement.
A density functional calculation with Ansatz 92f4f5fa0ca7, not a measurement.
Periodic cell of 237 atoms, Si146O85H6, from a study of silicon, its oxide and their interface. The atomic structure is a simulated model.
Doubt: the cutoff is far below the 930 eV that the study's wrapper takes by default for these files, so forces and energies are approximate.
This geometry differs little from another in the collection (a relaxation step or a small displacement).

Settings: functional PBE; potential files Ansatz PAW; basis plane waves; wave-function cutoff 580 eV; density cutoff ratio 5; exchange-correlation grid ratio 1; k mesh 1 x 1 x 1, Gamma-centred; self-consistency stop 5e-08 eV per atom in the density residual; occupations fixed; spin none; net charge 0.

Cell vectors (angstrom)
a  11.6015  0  0
b  0  10.938  0
c  0  0  33.02

Atoms: element, x, y, z (angstrom)
Si  0.0265  -0.0878  24.4896
Si  4.0101  -0.0906  24.3167
Si  7.9699  -0.0607  24.4364
Si  2.024  1.1685  24.3813
Si  5.9712  1.219  24.2948
Si  9.7997  1.36  24.5725
Si  0.2174  5.6771  24.0559
Si  4.1102  5.443  24.2999
Si  7.9087  5.527  24.107
Si  2.1919  6.8659  24.3269
Si  5.9643  6.9262  24.2038
Si  9.8184  6.8107  24.4844
Si  2.0257  2.6844  26.2147
Si  5.9162  2.6711  26.1991
Si  9.7639  2.8789  26.2954
Si  0.1464  4.1299  26.0468
Si  3.9855  4.0483  26.2178
Si  7.7739  4.1356  26.1092
Si  2.081  8.1607  26.3106
Si  5.9168  8.1502  26.2632
Si  9.7689  8.166  26.4018
Si  0.1171  9.4745  26.3686
Si  4  9.5302  26.2779
Si  7.8303  9.5114  26.3349
Si  0.0663  0.0242  28.2055
Si  3.9383  0.0058  28.1838
Si  7.801  0.0224  28.203
Si  1.9995  1.3745  28.1881
Si  5.8681  1.3725  28.1796
Si  9.7313  1.3989  28.1734
Si  0.0868  5.4378  28.1065
Si  3.9356  5.424  28.1689
Si  7.7645  5.4354  28.1338
Si  2.0109  6.7917  28.2123
Si  5.8532  6.802  28.1926
Si  9.7249  6.7478  28.2444
Si  1.9336  2.7345  30.1207
Si  5.8008  2.7345  30.1207
Si  9.6679  2.7345  30.1207
Si  0  4.1018  30.1207
Si  3.8672  4.1018  30.1207
Si  7.7343  4.1018  30.1207
Si  1.9336  8.2035  30.1207
Si  5.8008  8.2035  30.1207
Si  9.6679  8.2035  30.1207
Si  0  9.5708  30.1207
Si  3.8672  9.5708  30.1207
Si  7.7343  9.5708  30.1207
Si  0  0  32.0543
Si  3.8672  0  32.0543
Si  7.7343  0  32.0543
Si  1.9336  1.3673  32.0543
Si  5.8008  1.3673  32.0543
Si  9.6679  1.3673  32.0543
Si  0  5.469  32.0543
Si  3.8672  5.469  32.0543
Si  7.7343  5.469  32.0543
Si  1.9336  6.8362  32.0543
Si  5.8008  6.8362  32.0543
Si  9.6679  6.8362  32.0543
Si  1.9336  2.7345  0.9679
Si  5.8008  2.7345  0.9679
Si  9.6679  2.7345  0.9679
Si  0  4.1018  0.9679
Si  3.8672  4.1018  0.9679
Si  7.7343  4.1018  0.9679
Si  1.9336  8.2035  0.9679
Si  5.8008  8.2035  0.9679
Si  9.6679  8.2035  0.9679
Si  0  9.5708  0.9679
Si  3.8672  9.5708  0.9679
Si  7.7343  9.5708  0.9679
Si  -0.0658  -0.0302  2.982
Si  3.7813  0.0293  2.8585
Si  7.7215  0.0226  2.8817
Si  1.8408  1.3778  2.9096
Si  5.7335  1.3318  2.8659
Si  9.6506  1.3618  2.8995
Si  -0.096  5.4769  2.9557
Si  3.7672  5.5069  2.9007
Si  7.6956  5.5079  2.8539
Si  1.8209  6.8574  2.902
Si  5.7335  6.8019  2.8066
Si  9.6233  6.89  2.9954
Si  1.799  2.8346  4.7927
Si  5.623  2.7409  4.7368
Si  9.5615  2.7025  4.8463
Si  -0.1567  4.1549  4.9724
Si  3.7474  4.1596  4.8491
Si  7.617  3.9822  4.6351
Si  1.7894  8.2757  4.8019
Si  5.751  8.28  4.5952
Si  9.6117  8.162  5.0829
Si  -0.1259  9.6624  5.0766
Si  3.7631  9.5624  4.7371
Si  7.6948  9.5721  4.7906
Si  -0.1762  0.312  7.0401
Si  3.6035  -0.0115  6.6331
Si  7.4148  0.0407  6.6572
Si  1.8354  1.5244  6.7251
Si  5.5248  1.394  6.6544
Si  9.3413  1.4177  6.8624
Si  0.0346  5.414  7.0868
Si  3.8308  5.6774  6.6914
Si  7.6134  5.2719  6.5249
Si  1.8109  6.8994  6.6898
Si  5.8368  6.8463  6.3876
Si  9.4328  6.6082  7.0606
O  12.204  4.526  8.4151
O  7.0526  9.9761  7.944
O  8.6891  7.2304  8.464
O  3.2369  9.9214  7.9184
O  9.163  2.3441  8.2557
O  7.4332  4.2686  7.8618
O  4.0148  5.1494  8.2899
O  -0.109  10.7994  8.6773
O  2.2115  2.4314  8.0929
O  3.993  9.9005  22.9372
O  5.8829  7.9962  22.8991
O  5.7738  9.9819  20.9838
O  4.2847  4.3615  23.0199
O  9.7739  7.7114  23.0954
O  0.2545  5.4217  22.3772
O  8.109  4.8718  22.568
O  11.2014  9.9876  23.105
O  9.8063  2.0645  23.0602
Si  -0.6381  18.3403  12.5824
Si  -0.082  5.6054  20.7572
Si  8.4379  0.4557  11.3373
Si  5.8562  -1.9916  16.9258
Si  8.3937  3.5875  8.9837
Si  -10.17  7.0129  18.4522
Si  -3.6364  10.7748  15.9478
Si  -0.2068  0.7387  10.0772
Si  -5.0113  10.0091  9.5052
Si  12.876  2.8759  20.5056
Si  -6.1155  0.7428  17.0428
Si  -3.832  3.2316  11.9227
Si  9.8237  9.2421  22.6016
Si  1.4488  9.6012  11.5872
Si  5.6882  7.6308  14.3216
Si  4.94  8.985  21.9816
Si  8.6996  4.6901  21.0426
Si  14.6434  4.6484  11.6017
Si  4.8783  3.6847  16.7165
Si  10.1419  1.9815  21.4777
Si  4.5956  6.188  9.4259
Si  1.3605  14.2233  9.2063
Si  1.5412  -4.9623  13.8547
Si  3.694  9.2517  9.3246
Si  -6.2654  15.423  13.6457
Si  8.4093  9.1008  13.4186
Si  7.5512  18.0539  9.6609
Si  3.934  6.7801  20.0661
Si  1.4099  9.7431  16.7387
Si  9.416  5.3544  11.0476
Si  -5.3042  10.064  19.4436
Si  3.8148  4.19  21.4697
Si  1.9447  4.539  16.5844
Si  5.9675  4.6883  19.4538
Si  1.3254  1.6795  17.7517
Si  -2.1786  10.2163  19.9432
Si  10.5866  -10.861  17.337
Si  2.9492  -2.1918  14.1252
O  -7.0393  2.0735  16.9004
O  7.5054  15.7133  19.944
O  -0.8971  6.2215  11.4771
O  9.5452  0.7081  20.6933
O  1.784  5.3262  12.3811
O  4.0917  7.698  9.1049
O  7.0762  8.5886  10.1127
O  12.1428  4.2594  20.0519
O  9.541  4.6308  9.5691
O  -1.7147  5.7532  20.6485
O  5.0575  3.7565  20.4792
O  -8.3964  5.6148  20.9559
O  5.6057  7.6332  15.9868
O  -0.288  12.3938  17.7953
O  7.4691  3.2136  10.2932
O  6.2239  6.1915  9.3883
O  -4.8267  11.9021  16.0276
O  3.9892  4.0167  12.8045
O  -3.6982  -0.9372  19.4696
O  8.1932  6.4304  10.9904
O  2.6245  7.1554  14.0829
O  -0.1043  10.1829  16.2524
O  4.9897  10.1284  9.8099
O  13.9745  3.7027  10.4395
O  -10.4082  5.7071  17.4665
O  1.508  2.9755  16.7725
O  0.5525  6.83  19.8426
O  4.0134  5.7394  10.8733
O  4.5648  8.7432  13.8736
O  12.3646  11.0272  11.2212
O  -9.9354  4.8564  15.0113
O  4.8709  -0.7098  16.5441
O  -6.2117  -7.027  15.1795
O  2.4004  -1.6235  15.5397
O  5.7305  8.779  18.5548
O  9.8747  9.0754  20.9912
O  -1.2165  10.0748  18.6484
O  5.9243  15.0711  17.9058
O  1.8721  2.0827  19.2228
O  2.5959  3.1213  21.4278
O  -3.0401  -0.6486  14.5237
O  1.1582  8.456  17.7277
O  7.4089  -1.5263  16.6598
O  6.5723  3.8368  12.8159
O  9.0872  4.1895  12.1511
O  5.8662  0.5086  18.6416
O  9.3822  3.2404  20.8209
O  -2.4245  0.5422  16.7345
O  0.2895  19.4094  11.7756
O  5.3756  6.2094  19.5646
O  0.2223  2.2945  9.8447
O  3.5382  4.5829  16.9423
O  7.2896  0.3643  10.1856
O  13.8733  -1.2511  12.9852
O  3.024  -3.8433  18.7755
O  8.3776  9.9502  12.0484
O  -3.5223  12.6251  12.3569
O  8.4428  -0.9268  23.0693
O  4.0026  8.0902  21.0097
O  2.0153  0.2199  17.377
O  9.8854  11.6529  10.6656
O  -1.9319  8.0923  13.2713
O  2.48  9.2378  10.391
O  -16.0992  -2.7505  13.7443
O  0.1674  1.9881  21.2995
O  5.4541  6.1212  13.7534
O  0.0818  6.6854  13.8568
H  5.5537  2.23  7.8929
H  1.7634  7.7755  7.8971
H  6.0016  7.816  7.5
H  2.2346  7.819  -9.8646
H  1.9818  2.0267  -9.8664
H  5.9984  2.0531  -9.9884

Results
free energy: -141246.719 eV
free energy less fixed offsets of H -15.97, O -568.88, Si -635.61 eV per atom: 2.961 eV

Forces (eV/angstrom), in the order of the atoms: element, x, y, z
Si  0.0385  0.0172  0.007
Si  0.0001  -0.0313  -0.0221
Si  -0.0629  -0.0107  -0.0303
Si  0.0045  0.1055  -0.2356
Si  -0.0179  0.1093  -0.1721
Si  0.0221  0.036  0.0054
Si  0.0157  -0.094  0.0593
Si  0.0026  0.0434  -0.0209
Si  -0.0652  0.0079  -0.0524
Si  -0.0224  0.094  -0.1418
Si  0.0414  -0.0098  -0.0213
Si  0.0934  -0.0378  -0.1135
Si  -0.0296  -0.0176  0.0066
Si  -0.0114  -0.0254  -0.0433
Si  -0.021  -0.0262  0.0133
Si  0.0183  0.1461  -0.077
Si  -0.0303  -0.0303  0.0413
Si  0.0234  0.0114  -0.0112
Si  0.0086  -0.0309  -0.0157
Si  -0.0154  -0.0326  -0.0369
Si  -0.0475  -0.0094  0.0081
Si  0.0215  0.0443  -0.0178
Si  -0.0293  0.0352  0.0129
Si  0.0176  0.0277  0.025
Si  -0.0141  -0.0324  0.0007
Si  -0.0055  -0.0242  -0.0106
Si  -0.0138  -0.044  -0.0142
Si  0.0413  0.0407  -0.0326
Si  0.0033  0.0259  0.0106
Si  0.0116  0.0349  -0.003
Si  -0.0143  -0.1081  0.0212
Si  -0.003  -0.0185  0.0061
Si  0.0322  -0.0388  0.0375
Si  0.0164  0.0531  -0.0217
Si  -0.0136  0.03  0.0185
Si  -0.0018  0.0556  0.0053
Si  0.063  0.0129  0.0685
Si  0.0501  0.0083  -0.0025
Si  0.0549  0.0241  0.0806
Si  0.0981  -0.1038  -0.396
Si  0.0798  -0.1433  0.0204
Si  -0.0101  -0.0902  -0.2782
Si  0.0981  -0.0723  -0.0192
Si  0.0073  -0.0979  -0.1311
Si  0.036  -0.1181  0.0864
Si  0.0341  0.002  0.0293
Si  0.0771  0.0365  -0.0535
Si  0.0611  0.0301  -0.0106
Si  -0.0116  0.1058  0.1059
Si  -0.0126  -0.0008  0.006
Si  0.0028  -0.0054  0.0379
Si  0.0093  -0.0436  -0.0245
Si  -0.0013  -0.0268  -0.0874
Si  -0.0092  -0.0635  -0.0074
Si  0.0124  0.2014  -0.0084
Si  -0.0022  0.0745  -0.0508
Si  0.0032  0.0555  -0.0853
Si  -0.0101  -0.0063  0.0365
Si  0.0099  0.0742  -0.0671
Si  0.004  -0.0755  0.0935
Si  -0.151  -0.0174  -0.0048
Si  -0.019  0.0203  -0.0208
Si  0.0577  0.0308  0.0245
Si  -0.1279  0.0375  0.2719
Si  -0.1506  0.0191  0.1649
Si  0.0764  0.0154  -0.2001
Si  -0.1506  0.0063  -0.1007
Si  -0.0349  0.1049  -0.4711
Si  -0.0305  0.024  0.3843
Si  -0.0157  -0.012  0.3485
Si  -0.1388  -0.0617  -0.128
Si  0.022  0.0056  -0.0496
Si  0.0137  -0.0603  -0.0061
Si  -0.014  -0.0502  0.0151
Si  -0.0318  -0.0607  0.0118
Si  0.0074  0.07  0.0352
Si  0.0233  0.0455  0.008
Si  -0.0056  0.0685  0.0029
Si  0.0201  -0.0911  0.0252
Si  0.0131  -0.0301  0.0124
Si  0.0185  -0.0383  0.0221
Si  -0.0167  0.0604  0.0392
Si  -0.0262  0.0575  0.0361
Si  -0.0336  0.0718  -0.0008
Si  -0.037  -0.0178  -0.0337
Si  -0.0168  -0.0127  -0.0033
Si  0.0114  -0.0756  0.0119
Si  0.0299  0.0858  0.0282
Si  0.0238  0.0052  -0.0113
Si  -0.0192  0.0011  -0.0355
Si  -0.0135  -0.0344  -0.0128
Si  -0.0026  -0.0167  -0.0047
Si  -0.0502  -0.0481  0.0042
Si  0.0497  0.0571  0.0252
Si  0.0146  0.0086  -0.0268
Si  0.0415  0.0037  -0.006
Si  -0.0184  -0.037  0.0294
Si  -0.0524  0.0247  0.0547
Si  0.0366  -0.0459  0.008
Si  -0.0157  -0.0127  0.0245
Si  -0.004  -0.0458  -0.019
Si  0.015  0.014  0.0034
Si  -0.0596  -0.063  0.0031
Si  -0.0058  0.018  0.0783
Si  -0.0683  -0.0047  0.0644
Si  0.0256  -0.0021  -0.0207
Si  0.0199  -0.0471  0.0261
Si  0.1149  0.0693  0.07
O  0.0392  0.0113  -0.0287
O  -0.0251  0.0376  -0.0329
O  0.0193  -0.0439  -0.0558
O  0.039  -0.001  -0.0401
O  -0.0194  0.002  -0.0204
O  0.0186  0.0414  -0.1022
O  0.0266  0.0209  -0.0685
O  -0.0015  0.0211  -0.0227
O  0.015  0.0047  -0.0396
O  0.0169  0.0008  0.0409
O  -0.0136  0.0004  0.0303
O  0.0385  0.0274  0.0105
O  -0.0081  0.0101  0.0457
O  -0.0235  0.0906  0.0883
O  0.0015  0.0483  -0.0382
O  -0.0059  0.0187  0.0649
O  -0.0105  0.0032  0.0428
O  -0.0097  -0.0125  0.0706
Si  -0.0008  -0.0013  0.0052
Si  -0.0531  -0.0131  0.0337
Si  -0.0131  0.022  0.0433
Si  0.0166  -0.0323  0.0112
Si  0.0208  -0.0412  0.0435
Si  0.0165  -0.0083  0.0303
Si  0.0088  -0.007  -0.0208
Si  -0.0117  -0.0477  0.0307
Si  0.0253  0.0099  0.0318
Si  -0.0437  0.0327  -0.0521
Si  0.0111  0.0196  0.0245
Si  0.0468  -0.0424  0.0762
Si  -0.0259  -0.0687  -0.0561
Si  -0.0321  0.002  0.0146
Si  0.0188  0.0075  0.0246
Si  -0.0225  -0.0085  -0.0077
Si  0.0358  0.0488  -0.0679
Si  -0.0147  -0.0006  0.048
Si  0.0013  0.0131  -0.0006
Si  -0.0125  0.0284  -0.0492
Si  -0.0113  -0.0193  0.0392
Si  0.0032  0.0313  0.0205
Si  -0.0345  0.0056  -0.0021
Si  0.0129  0.0556  0.0562
Si  0.0056  -0.019  0.0059
Si  -0.008  0.0165  0.0121
Si  0.0097  0.0022  0.0358
Si  0.0244  0.0052  -0.0749
Si  -0.0271  -0.0045  -0.0056
Si  0.0048  0.0063  0.0966
Si  0.0153  0.0061  -0.045
Si  0.0043  0.0332  -0.0735
Si  0.0065  0.027  -0.003
Si  0.0129  0.028  -0.0025
Si  -0.0345  0.0094  0.0074
Si  0.0014  0.0154  -0.0441
Si  -0.0209  -0.0247  0.0123
Si  -0.0135  0.0196  -0.0073
O  -0.0027  -0.0127  0.007
O  0.0012  0.0067  0.0364
O  -0.0013  -0.0033  -0.0348
O  -0.0165  -0.0271  0.037
O  0.0103  -0.0118  -0.0341
O  0.0082  -0.0147  -0.0186
O  -0.0152  0.0068  -0.0196
O  0.0067  -0.0093  -0.01
O  0.0025  -0.0192  -0.0241
O  -0.0018  -0.0278  0.0323
O  -0.0151  -0.0178  0.0487
O  0.0018  0.0034  0.0359
O  -0.006  0.0119  0.0037
O  0.0493  0.0101  -0.0055
O  -0.0086  -0.007  -0.0393
O  -0.0392  0.0061  -0.0133
O  0.0137  -0.023  0.0048
O  0.0048  -0.0034  0.0028
O  -0.0293  -0.0102  0.0296
O  -0.0248  0.0201  -0.0606
O  0.0348  0.006  0.0108
O  0.0101  -0.0022  0.0075
O  -0.0429  -0.0273  -0.0534
O  -0.0253  -0.0032  -0.0431
O  0.0043  -0.0203  -0.0021
O  -0.0038  -0.0069  0.0076
O  0.0203  0.0204  0.0088
O  0.041  0.0367  -0.0714
O  0.0035  0  -0.0147
O  0.0237  0.005  -0.0182
O  0.0021  -0.052  0.0322
O  0.0037  0.0004  0.0003
O  -0.0017  0.006  0.0009
O  0.0165  0.0083  0.0128
O  -0.0063  0  -0.0198
O  0.0016  -0.0175  0.0469
O  0.0017  0.0137  0.0077
O  -0.0159  -0.0058  -0.015
O  0.013  -0.0156  0.0131
O  -0.009  -0.0429  0.0634
O  -0.0056  0.011  0.0246
O  0.0057  0.0133  -0.0003
O  0.0106  0.0036  0.0086
O  -0.0188  0.0142  -0.0109
O  -0.0064  0.0061  -0.0349
O  -0.0049  0.0002  -0.0028
O  0.0103  -0.0213  0.024
O  -0.0093  0.013  -0.0108
O  0.0258  0.0094  -0.0227
O  -0.02  0.0122  0.0204
O  0.0088  0.025  -0.0219
O  -0.009  -0.0076  0.0096
O  -0.0123  -0.0092  -0.0383
O  0.012  0.0111  -0.0178
O  -0.0025  0.0055  0.033
O  -0.0039  -0.014  -0.0186
O  -0.0045  0.0139  -0.0291
O  0.0163  -0.0073  0.0498
O  -0.0168  -0.026  0.022
O  -0.0136  0.0046  0.0055
O  0.0071  0.0098  -0.0379
O  -0.001  -0.0066  0.0064
O  0.0327  0.0005  -0.0406
O  -0.0247  -0.013  0.0026
O  0.0239  -0.0156  0.0409
O  0.0045  0.0131  -0.0052
O  0.0012  -0.0056  0.0197
H  0.0031  0.0224  0.0629
H  -0.0017  0.017  0.032
H  0.0002  0.0017  0.0071
H  0.0003  -0.1142  0.1804
H  -0.0018  -0.1428  0.2554
H  0.0016  -0.1074  0.1951

The program warned: the cutoff lies below the one the program advises for these potential files; the exchange-correlation potential is rough where the density is thin.
